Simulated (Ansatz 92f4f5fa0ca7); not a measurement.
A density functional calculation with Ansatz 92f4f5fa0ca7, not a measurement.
Periodic cell of 226 atoms, Si134O92, from a study of silicon, its oxide and their interface. The atomic structure is a simulated model.
Doubt: the cutoff is far below the 930 eV that the study's wrapper takes by default for these files, so forces and energies are approximate.
This geometry differs little from another in the collection (a relaxation step or a small displacement).

Settings
functional: PBE
potential files: Ansatz PAW
basis: plane waves
wave-function cutoff: 580 eV
density cutoff ratio: 5
exchange-correlation grid ratio: 1
k mesh: 1 x 1 x 1, Gamma-centred
self-consistency stop: 5e-08 eV per atom in the density residual
occupations: fixed
spin: none
net charge: 0

Cell vectors (angstrom)
a 10.938 0 0
b 0 10.938 0
c 0 0 32.8266

Atoms: element, x, y, z (angstrom)
Si 0.0983 -0.2934 25.5435
Si 5.9872 -0.4702 25.331
Si 2.7758 2.7208 25.1213
Si 7.993 3.3863 25.0056
Si -0.5033 6.2002 25.3837
Si 5.3876 5.2315 25.2891
Si 2.626 8.6625 25.4223
Si 8.1411 8.2622 25.8695
Si 1.2703 1.4928 26.5464
Si 6.9882 1.4596 26.3403
Si 4.0835 3.9318 26.7051
Si 9.4959 4.3475 26.585
Si 1.4261 6.9323 26.5773
Si 6.5807 6.7908 26.7236
Si 4.1995 9.7292 26.787
Si 9.6073 9.5877 27.0448
Si 2.6826 0.136 28.0155
Si 8.1536 0.1336 28.0469
Si -0.0814 2.843 27.963
Si 5.5583 2.64 27.9775
Si 2.722 5.4437 27.9785
Si 8.0936 5.5272 28.0587
Si 0.0963 8.1445 28.1422
Si 5.3898 8.2329 28.1149
Si 4.1018 1.3673 29.4083
Si 9.5708 1.3673 29.4083
Si 1.3673 4.1018 29.4083
Si 6.8362 4.1018 29.4083
Si 4.1018 6.8362 29.4083
Si 9.5708 6.8362 29.4083
Si 1.3673 9.5708 29.4083
Si 6.8362 9.5708 29.4083
Si 0 0 30.7756
Si 5.469 0 30.7756
Si 2.7345 2.7345 30.7756
Si 8.2035 2.7345 30.7756
Si 0 5.469 30.7756
Si 5.469 5.469 30.7756
Si 2.7345 8.2035 30.7756
Si 8.2035 8.2035 30.7756
Si 1.3673 1.3673 32.1428
Si 6.8362 1.3673 32.1428
Si 4.1018 4.1018 32.1428
Si 9.5708 4.1018 32.1428
Si 1.3673 6.8362 32.1428
Si 6.8362 6.8362 32.1428
Si 4.1018 9.5708 32.1428
Si 9.5708 9.5708 32.1428
Si 2.7345 0 0.6835
Si 8.2035 0 0.6835
Si 0 2.7345 0.6835
Si 5.469 2.7345 0.6835
Si 2.7345 5.469 0.6835
Si 8.2035 5.469 0.6835
Si 0 8.2035 0.6835
Si 5.469 8.2035 0.6835
Si 4.1018 1.3673 2.0507
Si 9.5708 1.3673 2.0507
Si 1.3673 4.1018 2.0507
Si 6.8362 4.1018 2.0507
Si 4.1018 6.8362 2.0507
Si 9.5708 6.8362 2.0507
Si 1.3673 9.5708 2.0507
Si 6.8362 9.5708 2.0507
Si 0 0 3.418
Si 5.469 0 3.418
Si 2.7345 2.7345 3.418
Si 8.2035 2.7345 3.418
Si 0 5.469 3.418
Si 5.469 5.469 3.418
Si 2.7345 8.2035 3.418
Si 8.2035 8.2035 3.418
Si 1.3499 1.3587 4.7848
Si 6.8742 1.4054 4.7288
Si 4.191 4.0301 4.8279
Si 9.5517 4.0733 4.7603
Si 1.4445 6.7623 4.8332
Si 6.8289 6.8506 4.7739
Si 4.1212 9.5003 4.8039
Si 9.5931 9.4894 4.778
Si 2.7241 -0.056 6.0969
Si 8.1285 -0.0618 5.9916
Si -0.1132 2.6629 6.1456
Si 5.6499 2.7402 6.2517
Si 2.7807 5.2841 6.2492
Si 8.2152 5.4996 6.0853
Si 0.017 8.0878 6.1916
Si 5.4878 8.1168 6.2545
Si 4.4034 1.081 7.2726
Si 9.6487 1.0081 7.4001
Si 1.1211 4.091 7.51
Si 6.8597 4.3628 7.6414
Si 4.2132 6.6096 7.6019
Si 9.8728 6.4299 7.4877
Si 1.0841 9.7305 7.4455
Si 6.5931 9.8497 7.4348
O 5.5532 5.6569 8.4657
O 0.0009 0.0045 7.4215
O 3.6913 12.9259 8.4082
O 5.0459 7.3201 10.6602
O 1.3472 9.6558 25.0583
O 6.6362 4.2986 24.7239
O 7.2176 9.3756 25.0592
O -0.1036 7.126 21.3516
O 7.4324 9.8657 8.8389
O 0.0898 5.3168 7.9103
O 1.1712 9.2577 9.0427
O 7.8885 4.2708 8.9445
O 9.1473 6.6831 8.9655
O 5.1482 -0.3198 7.6875
O 3.2993 7.2171 8.8559
O 9.1222 1.1064 8.9378
O 5.3093 -0.4777 23.8347
O 8.7431 3.4116 23.5132
O 10.8064 5.8991 23.8445
O 4.3832 5.6643 24.0145
O 9.2309 7.3075 25.0691
O 3.4861 1.6791 24.0166
O 3.4619 8.423 24.0039
O 10.1414 0.0439 24.1854
Si 10.5458 2.4047 13.861
Si 2.5148 13.0666 9.4861
Si 7.0899 8.2973 14.2178
Si 9.469 1.6961 20.3318
Si 2.0841 6.0539 12.389
Si -0.689 5.023 12.523
Si 9.9353 6.0125 17.9143
Si 4.3082 -1.4939 23.0304
Si 1.1533 8.3337 18.1935
Si 6.142 3.7637 15.7703
Si 5.8183 -2.4956 20.488
Si 14.6735 3.8318 11.5269
Si 7.661 0.4903 9.5243
Si 5.6857 5.8978 10.2093
Si -0.1423 8.6867 20.845
Si 3.2478 3.3293 20.6376
Si 9.0394 4.0531 22.0227
Si 8.5255 5.4865 9.9009
Si 7.4855 -0.8005 16.5118
Si 3.6149 -6.5625 14.3735
Si 8.196 -0.9267 19.4921
Si 8.1255 -0.6476 12.5076
Si 1.634 2.4509 16.0435
Si 11.2447 10.4644 13.0636
Si 4.8365 9.0387 15.8375
Si -0.0923 0.1386 22.7124
Si 8.4567 5.6696 15.1175
Si 1.8674 10.1954 15.7235
Si 13.7564 11.9765 22.6391
Si 1.8225 -0.8008 10.2724
Si 0.3837 5.9015 22.3224
Si 3.1358 5.0022 23.1527
Si 4.0952 7.2518 18.1974
Si 0.7377 3.4218 18.8549
Si 18.5897 12.3624 14.6618
Si -3.3451 5.8017 20.1413
Si 3.5375 -3.058 10.374
Si 5.2995 -6.631 18.6695
O 8.6285 2.9684 20.8763
O 7.9646 -1.8472 15.3587
O 11.1677 9.5878 22.1483
O 12.1626 11.9946 22.9319
O 4.3712 3.2575 19.4813
O 1.7533 11.6716 9.7577
O 14.2196 2.4516 10.866
O -5.8125 8.5581 21.9533
O 5.0116 4.5678 10.8146
O 9.3163 9.1019 20.2669
O 7.598 -6.4823 15.7412
O 1.0024 9.7927 14.3884
O 1.5276 3.3116 8.924
O 1.067 9.9963 11.6962
O 9.5418 4.991 11.0513
O -2.4066 0.6709 19.4992
O 6.4942 1.492 9.187
O 6.7882 -3.7776 20.4482
O 5.7207 3.5093 17.317
O 3.2765 -0.4783 22.2985
O -1.2571 10.0768 12.9715
O 8.1274 -1.3217 17.911
O -7.5548 9.6575 15.5378
O 3.1008 1.8455 21.268
O -7.5852 -1.4364 10.3751
O 6.6138 4.6538 19.5475
O 2.7389 14.3657 15.3511
O -3.7242 6.0698 10.661
O 10.8941 3.5541 12.7618
O 8.0222 0.69 16.0917
O 11.9124 8.992 19.6846
O 2.817 5.7284 13.8398
O 9.2796 5.2759 13.782
O -2.7964 5.3587 21.6239
O 1.5852 2.7987 17.6193
O 4.4626 5.6845 18.4014
O 11.134 13.7054 15.3398
O 11.3427 1.1374 13.2366
O 10.7086 2.2298 19.4234
O 7.486 -2.1549 12.7078
O 2.018 5.9882 22.4638
O 7.2722 0.3093 13.5437
O 10.6211 4.4971 21.7949
O 7.3952 6.7473 14.5403
O 5.4921 8.5718 14.4199
O 12.1367 -1.434 17.0511
O 10.8167 7.3634 18.0027
O -4.5925 2.3751 14.9291
O 2.2796 3.9906 24.1492
O 8.9424 13.1678 14.0657
O -1.4953 -4.8859 16.3536
O 8.0415 0.0253 11.0632
O 8.7242 6.0923 19.0012
O 5.0031 15.6877 15.1276
O 16.7748 10.1279 16.5629
O 3.7989 4.2735 21.8548
O 10.8258 4.6978 18.3032
O 6.7312 9.7652 20.1825
O 11.4124 6.1703 12.5509
O 15.5806 8.2287 19.3829
O 2.4566 4.8323 11.38
O 2.4819 -3.5354 18.1393
O 4.7348 7.7132 16.7793
O 4.0639 14.4452 13.0688
O 2.5851 7.393 11.608
O 1.8304 3.8554 20.0013
O -1.0394 0.8987 21.6709
O 12.9182 0.8718 15.8918

Results
free energy: -137504.956 eV
free energy less fixed offsets of O -568.88, Si -635.61 eV per atom: 3.744 eV

Forces (eV/angstrom), in the order of the atoms: element, x, y, z
Si 0.0022 0 -0.0017
Si -0.0047 -0.0066 0.0044
Si -0.0018 -0.0004 -0.0021
Si -0.0014 -0.0102 0.0034
Si 0.006 0.0028 0.0094
Si 0.0006 -0.0022 -0.0025
Si 0.0021 0.0013 -0.0003
Si -0.0015 0.0015 -0.0017
Si -0.0014 -0.0025 0.0008
Si 0.0039 0.0036 -0.0006
Si -0.0006 0.0005 0.0015
Si -0.0013 -0.0028 -0.0005
Si -0.0008 -0.0012 -0.0007
Si -0.0012 0.001 -0.0015
Si 0.0058 -0.0014 -0.0037
Si -0.0006 0.0025 0.0003
Si -0.0015 0.0017 0.0012
Si -0.0015 -0.0028 -0.0009
Si 0.0018 0 -0.0005
Si -0.0006 -0.0012 -0.0016
Si 0.0005 -0.001 -0.0009
Si -0.001 -0.0001 -0.002
Si 0.0003 -0.0027 -0.0031
Si 0.0009 0.0029 -0.0012
Si 0.2405 0.1259 -0.0319
Si -0.042 0.722 -0.0523
Si -0.2777 0.1682 -0.3505
Si -0.0524 -0.412 -0.0067
Si -0.5462 -0.3309 0.1704
Si -0.1561 -0.2246 0.2145
Si 0.5304 0.4464 0.2643
Si -0.0482 0.3709 -0.062
Si 0.0751 -0.0111 -0.0801
Si -0.1085 -0.1257 0.0317
Si 0.1806 0.0619 -0.0649
Si 0.1322 0.0668 0.0726
Si -0.1054 -0.1216 0.0385
Si -0.1204 -0.1357 -0.0334
Si 0.053 0.043 0.06
Si 0.2114 0.1346 -0.0549
Si -0.0303 -0.0094 -0.0412
Si 0.0036 0.0124 -0.0456
Si -0.0821 0.0461 0.0174
Si -0.0267 -0.0045 0.0193
Si -0.0882 0.0958 -0.0377
Si 0.0197 0.0268 -0.0369
Si 0.052 -0.0496 0.0051
Si -0.0668 0.0223 0.009
Si 0.0306 -0.0396 -0.0014
Si -0.0036 0.0195 -0.0017
Si 0.0241 -0.0566 0.0341
Si 0.0237 -0.0242 0.0181
Si 0.0426 0.0021 0.0014
Si 0.0812 -0.0553 0.0085
Si 0.0342 -0.0222 0.0336
Si -0.0397 0.0362 0.0451
Si -0.1142 -0.0694 0.0083
Si -0.0566 -0.0526 -0.0191
Si 0.0215 0.0508 0.0176
Si 0.0267 0.0266 -0.0277
Si -0.1156 -0.0307 0.0073
Si -0.1013 0.0503 0.0134
Si -0.0897 0.0428 0.0503
Si 0.1371 0.0588 0.0123
Si -0.074 -0.2098 0.0297
Si -0.1813 -0.0233 0.192
Si 0.1343 -0.1368 0.2405
Si 0.1955 0.1667 -0.7376
Si 0.1573 -0.0709 0.2118
Si -0.0225 -0.0979 0.1062
Si 0.1496 -0.3278 0.0612
Si -0.0212 -0.0744 -0.2404
Si -0.0066 0.0006 -0.0045
Si 0.0041 -0.0027 -0.003
Si 0.0004 0.0099 -0.0011
Si -0.0003 -0.0024 -0.0053
Si -0.0036 0.001 -0.003
Si 0.0067 0.0034 -0.0056
Si 0.0029 0.0081 0.0062
Si 0.0107 -0.002 -0.0147
Si 0.01 -0.013 0.0153
Si 0.0012 -0.0052 0.0102
Si 0.0013 -0.0113 0.0043
Si -0.0251 -0.0339 0.0041
Si 0.0144 0.0091 -0.006
Si -0.0151 -0.0105 0.0111
Si -0.0059 -0.0031 0.0092
Si -0.0006 -0.0087 0.0084
Si 0.0292 -0.0137 0.0262
Si 0.0403 -0.0096 -0.0174
Si -0.007 -0.0355 0.0513
Si 0.0581 0.0582 -0.0067
Si 0.0075 0.0132 -0.016
Si 0.0126 0.0053 -0.0017
Si -0.0267 0.023 0.0105
Si -0.0213 0.0266 -0.0002
O -0.0153 0.0071 -0.0018
O 0.0135 0.007 0.0108
O -0.0311 0.0573 -0.0166
O 0.0034 -0.0067 0.0022
O -0.0017 -0.001 0.0003
O -0.0006 0.0073 0.0025
O 0.0042 -0.0017 -0.0036
O 0.0002 -0.0029 -0.0029
O 0.0392 0.0146 0.052
O 0.0002 0.0078 -0.0133
O 0.0042 -0.0244 -0.0303
O -0.0237 -0.0406 -0.0098
O -0.0056 -0.0102 0.0069
O -0.0819 -0.0686 -0.0583
O 0.0024 -0.0105 0.0036
O 0.0132 0.0091 0.0359
O 0.001 -0.0007 -0.0041
O 0.0025 0.0029 -0.0093
O 0.0022 -0.0031 -0.0169
O 0 -0.0006 -0.0037
O -0.0087 0.0037 0.0023
O 0.0018 -0.0007 -0.0032
O 0.0005 -0.001 -0.0033
O 0.0009 0.0004 -0.0042
Si 0.0062 0.0031 0.0024
Si 0.0132 0.0591 -0.1236
Si 0.0077 0.0021 -0.0049
Si -0.0002 -0.0013 0.0029
Si -0.0002 0.0005 -0.0057
Si 0.0059 0.0084 0.0017
Si -0.0015 -0.0051 0.004
Si -0.0004 0.0007 0.0047
Si 0.009 -0.0022 0.0073
Si -0.0061 0.0065 0.0039
Si 0.0008 0.0027 0.001
Si -0.0254 0.0194 -0.0243
Si -0.1137 0.0022 -0.0378
Si 0.016 0.0441 -0.0054
Si -0.0029 0.0013 0.0065
Si -0.0017 -0.0037 0.0058
Si -0.0018 -0.0002 0.0047
Si 0.0081 0.0083 -0.002
Si -0.0023 -0.0035 0.0089
Si -0.0041 -0.0032 -0.007
Si -0.0015 -0.0024 0.007
Si -0.0098 -0.0248 0.0001
Si 0.0161 -0.0006 0.0035
Si 0.0071 -0.0135 -0.0085
Si -0.0128 -0.0043 0.0084
Si -0.0007 -0.0032 0.007
Si 0.0068 0.0102 0.0078
Si 0.0249 0.0016 0.0057
Si 0.0018 -0.0004 0.0064
Si 0.029 -0.063 -0.0281
Si -0.0012 -0.0018 0.0032
Si 0.0016 -0.0028 0.0036
Si -0.0075 -0.002 -0.0042
Si 0.0024 -0.0005 0.0033
Si -0.0004 0 0.0066
Si 0.0004 -0.0015 0.0071
Si 0.0001 0.0112 -0.0037
Si -0.0011 0.0013 0.0073
O 0.0013 -0.0001 -0.0046
O 0.0053 -0.0035 -0.0097
O -0.0003 -0.0052 -0.005
O -0.0018 0.0005 -0.0015
O 0.002 -0.0027 -0.0052
O -0.1007 -0.0419 0.0184
O 0.0234 0.009 0.0652
O -0.0035 0.0007 0.0021
O 0.0178 -0.0126 -0.0054
O 0.0017 0.0004 -0.0033
O -0.0066 -0.0171 0.0039
O 0.0032 0.0055 0.0042
O 0.0319 0.003 -0.0056
O -0.034 -0.012 0.0713
O -0.0029 -0.0046 -0.0001
O 0.0013 0.0027 -0.0014
O 0.1342 0.0102 -0.0101
O 0.0027 -0.0024 -0.0032
O 0.0004 0.0016 -0.0101
O 0.0026 -0.0043 -0.0028
O 0.0217 -0.0085 0.0083
O 0.001 -0.0029 -0.007
O -0.0166 0.0077 0.0108
O 0.001 0 -0.0062
O 0.0011 -0.0088 -0.0007
O -0.0015 -0.0017 -0.0044
O -0.0199 -0.0201 0.0134
O -0.0045 0.0032 0.014
O 0.0028 -0.01 0.0025
O 0.0052 0.0024 -0.0007
O 0.0049 -0.0012 -0.0091
O -0.0023 -0.0007 0.0001
O 0.0095 -0.0047 -0.0137
O -0.0007 -0.0018 -0.0032
O 0.0013 -0.0077 -0.0162
O -0.001 0.0055 -0.0042
O 0.0026 -0.0019 -0.0048
O 0.0009 0.0075 -0.0032
O 0.0005 0.0004 -0.0032
O 0.0048 -0.0013 -0.0031
O 0.0003 -0.0014 -0.0023
O -0.0138 0.0183 0.0129
O 0.0004 0.0012 -0.0026
O -0.0059 -0.0028 0.0003
O -0.0125 0.0056 0.0054
O 0.0082 0.0037 -0.0109
O 0.0029 0.0039 -0.0038
O -0.0048 0.0009 -0.0051
O -0.0007 0.0016 -0.0022
O -0.0029 0.0036 -0.0022
O 0.0016 0.0039 -0.0042
O -0.0255 0.0299 -0.0257
O 0.0011 -0.0003 -0.0023
O 0.0146 -0.0031 0.0075
O -0.0073 -0.0068 -0.0042
O -0.0003 0.0019 -0.0002
O 0.0013 -0.0037 -0.0044
O 0.0002 0.0012 -0.0036
O -0.0047 -0.0008 0.0047
O -0.0023 -0.0046 -0.0046
O 0.0029 0.0023 0.0032
O 0.0121 0.0042 -0.0021
O -0.006 0.0128 0.0011
O 0.0105 -0.0107 0.0418
O -0.0028 -0.0011 0.0028
O 0.0002 -0.0018 -0.0053
O -0.0063 0.0028 -0.009
O -0.0042 -0.0124 -0.0046

The program warned: the cutoff lies below the one the program advises for these potential files; the forces do not sum to zero within the program's tolerance; the exchange-correlation potential is rough where the density is thin.
